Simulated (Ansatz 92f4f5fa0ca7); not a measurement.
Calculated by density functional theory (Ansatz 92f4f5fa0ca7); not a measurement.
Periodic cell of 149 atoms, Si88O55N6, from a study of silicon, its oxide and their interface. The atomic structure is a simulated model.

Settings
functional: r2SCAN
potential files: Ansatz norm-conserving
basis: plane waves
wave-function cutoff: 1300 eV
density cutoff ratio: 4
exchange-correlation grid ratio: 1
k mesh: 2 x 2 x 1, shifted by 0.5 0.5 0.5 of a step
self-consistency stop: 5e-08 eV per atom in the density residual
occupations: Fermi-Dirac, 0.05 eV
spin: none
net charge: 0

Cell vectors (angstrom)
a	10.88	0	0
b	0	10.88	0
c	0	0	21.5332

Atoms: element, x, y, z (angstrom)
Si	-0.1714	-0.0624	0.0487
Si	3.2613	2.6528	-0.0122
Si	0.0876	5.7065	-0.1573
Si	3.238	7.7807	0.0434
Si	5.3903	0.4064	0.163
Si	7.4977	3.2431	-0.1806
Si	5.4918	5.5515	0.4075
Si	8.7697	7.9176	0.0618
Si	1.4074	1.4514	1.1424
Si	4.2166	4.0405	1.6294
Si	1.5581	6.7699	1.3821
Si	4.2175	9.5488	1.3366
Si	6.8765	1.5856	1.4941
Si	9.5618	4.1133	1.0305
Si	7.0338	6.9228	1.4482
Si	9.7734	9.3816	1.5966
Si	0.0256	2.7627	2.5531
Si	2.7251	0.0159	2.6408
Si	0.246	8.0675	2.8724
Si	2.768	5.3934	2.8057
Si	5.5523	2.7499	2.9674
Si	8.2898	0.0228	2.7125
Si	5.6139	8.2586	2.7692
Si	8.349	5.434	2.6917
Si	1.3064	4.0746	4.0791
Si	4.0975	1.3184	4.1114
Si	1.4782	9.5512	4.1636
Si	4.2148	6.7774	4.0744
Si	6.9588	4.1577	4.1617
Si	9.6336	1.4091	4.0556
Si	6.9482	9.5929	4.1451
Si	9.6887	6.7268	4.1493
Si	0.0548	0.0275	5.498
Si	2.71	2.7415	5.3977
Si	0.0349	5.3566	5.6055
Si	2.8049	8.076	5.4149
Si	5.5391	0.0399	5.4619
Si	8.3291	2.8035	5.4808
Si	5.5231	5.4197	5.5254
Si	8.2959	8.1281	5.4474
Si	1.3616	1.4889	6.844
Si	4.0355	4.0324	6.8616
Si	1.4933	6.69	6.8723
Si	4.2092	9.4086	6.6418
Si	6.8845	1.5311	6.7636
Si	9.5254	4.0761	7.061
Si	7.0025	6.7161	6.816
Si	9.5879	9.4794	6.8865
Si	0.0058	2.7178	8.4291
Si	2.8889	0.0176	7.8246
Si	0.132	8.0292	8.2261
Si	2.6932	5.2876	8.3829
Si	5.4273	2.7024	8.2131
Si	8.0356	0.0291	8.0789
Si	5.4461	7.9185	7.951
Si	8.132	5.4368	8.4752
Si	1.19	4.099	10.086
Si	4.2828	0.9805	9.3549
Si	1.493	9.7338	9.2635
Si	4.2882	6.5659	9.5817
Si	6.2659	4.3584	9.7783
Si	9.7488	0.454	9.6628
Si	6.359	9.6379	9.1257
Si	9.8884	6.5078	9.7809
Si	7.6529	-1.8587	15.2847
Si	5.2061	5.6959	12.3984
Si	8.6525	8.8818	11.1407
Si	3.7841	9.3832	11.0089
Si	1.3984	2.3854	12.663
Si	-0.1686	9.7511	14.6513
Si	1.4925	3.5847	16.5233
Si	8.874	6.0914	15.7395
Si	9.5003	3.5775	13.968
Si	12.8445	0.9041	15.1782
Si	6.806	3.2416	12.4715
Si	11.4465	10.2705	11.843
Si	6.0396	8.734	12.8657
Si	4.5111	-8.8235	14.1901
Si	-7.1818	4.8359	14.9055
Si	-1.6006	3.5656	16.6932
Si	8.0279	-0.4331	20.2175
Si	13.2415	4.8043	19.2673
Si	3.4269	-0.9853	17.1648
Si	0.4547	7.6505	16.8965
Si	5.9901	11.2857	16.5325
Si	7.79	1.7373	18.4986
Si	3.2819	6.7274	17.1731
Si	12.3622	9.2314	19.3176
O	-0.8368	-4.1302	16.6441
O	0.55	-0.7369	20.267
O	3.0514	3.775	20.3295
O	12.6137	6.6951	16.6841
O	-8.7714	3.8978	17.9685
O	0.9931	5.3497	20.0098
O	2.4959	8.3318	20.2164
O	2.1713	4.4006	15.2785
O	6.4504	-0.2454	20.6113
O	4.2878	1.451	-0.5853
O	6.4491	4.5184	-0.513
O	7.4199	2.4504	19.9071
O	4.4173	6.6289	-0.3536
O	7.1741	10.146	16.3789
O	6.6094	12.5532	17.3698
O	9.8084	6.8145	-0.6297
N	1.837	3.3972	11.4282
O	0.0749	5.3726	10.324
N	5.131	5.4266	10.6424
O	6.8543	3.2492	10.8434
O	3.7564	7.7927	10.5592
O	0.4175	11.0251	9.1821
O	6.368	4.7239	12.9621
N	2.045	9.7645	10.9544
O	3.8895	5.4612	13.3864
N	4.9296	-0.5833	9.9584
O	11.0084	3.1273	13.535
O	7.6122	8.8405	9.881
O	7.5248	9.1241	12.3019
O	9.375	7.3995	11.1028
O	6.2647	-1.8426	14.4269
O	-1.8417	2.7543	15.3104
O	8.3689	3.0887	12.8934
N	2.7702	1.7061	13.8248
O	-1.7962	9.6097	14.7209
N	9.8512	10.1245	11.0387
O	14.1903	16.8988	18.656
O	4.6589	9.5038	12.4046
O	5.6149	2.2044	12.956
O	5.2543	0.9589	15.1766
O	0.5129	-2.5696	18.3807
O	4.8349	-0.2592	17.4634
O	-2.5755	8.8447	20.3078
O	0.3714	9.3227	13.1661
O	7.8787	7.3865	15.523
O	4.5876	3.48	15.0119
O	13.6979	-0.3622	15.782
O	12.6228	1.9973	16.3592
O	11.601	0.9723	12.1491
O	9.3473	5.2243	14.3836
O	11.3224	11.242	14.8816
O	11.3672	8.8003	15.7685
O	13.2634	-0.6831	18.3727
O	4.1569	-4.9645	16.0528
O	5.7627	-3.6932	12.5674
O	3.7448	-2.5911	17.1361
O	-0.0517	4.0217	16.6551
O	8.2482	0.1944	18.7421
O	9.0344	2.6098	17.9506
O	9.1532	0.4011	21.1077
O	8.3071	4.8995	16.7264

Results
free energy: -37632.636 eV
free energy less fixed offsets of N -289.75, O -463.61, Si -117.95 eV per atom: -15.986 eV
pressure: -3.17 GPa
stress xx, yy, zz, yz, xz, xy (GPa, positive in tension): 4.51, 3.17, 1.84, -0.59, -0.95, -1.03

Forces (eV/angstrom), in the order of the atoms: element, x, y, z
Si	-0.067	-0.0196	-0.4014
Si	0.1813	-0.1066	-0.459
Si	-0.0221	0.2753	-0.501
Si	0.377	-0.16	-0.3226
Si	-0.2004	-0.0127	-0.4297
Si	-0.0756	0.0764	-0.4332
Si	-0.042	0.3241	-0.724
Si	-0.2306	-0.1494	-0.5196
Si	0.071	-0.1181	-0.2564
Si	-0.1113	-0.0594	-0.1596
Si	0.0189	0.0136	-0.1687
Si	0.0392	0.0707	-0.2288
Si	-0.1467	-0.0263	-0.1404
Si	-0.281	0.0221	-0.1839
Si	0.2685	0.0527	-0.2924
Si	-0.1203	0.1259	-0.1178
Si	-0.0703	0.0396	-0.1986
Si	0.0685	-0.1045	-0.1843
Si	0.0959	-0.0855	0.0542
Si	-0.176	-0.0316	0.226
Si	0.1345	-0.1183	0.2219
Si	-0.1112	0.0852	-0.0841
Si	-0.1106	0.027	-0.0371
Si	-0.0763	0.0292	-0.0988
Si	0.0983	0.0332	0.0007
Si	-0.0849	0.1617	-0.0006
Si	-0.0417	0.007	-0.0545
Si	0.1626	0.0883	-0.0305
Si	0.0664	-0.081	-0.0127
Si	0.0409	-0.134	0.0717
Si	0.0097	0.027	-0.0396
Si	-0.0271	-0.029	0.0525
Si	0.0153	0.071	0.0505
Si	-0.0976	-0.1482	0.0346
Si	-0.0175	0.0788	-0.0485
Si	-0.2811	0.0364	-0.0957
Si	0.1763	-0.1177	-0.0752
Si	-0.034	0.1493	-0.2463
Si	0.0162	-0.123	0.0517
Si	0.0641	0.081	-0.1099
Si	-0.1881	-0.1089	-0.0108
Si	-0.0163	0.0625	-0.0806
Si	0.0771	0.147	0.0452
Si	0.2411	0.0244	0.2029
Si	0.0485	-0.0788	0.009
Si	0.0547	-0.1528	0.1678
Si	0.1552	0.0732	0.0115
Si	-0.0409	-0.138	-0.1007
Si	-0.1028	-0.3922	0.6678
Si	-0.3454	-0.1323	0.1576
Si	-0.021	0.2131	0.5506
Si	-0.1763	-0.0353	0.3703
Si	0.0357	0.4702	0.2909
Si	-0.0965	-0.2492	0.0404
Si	-0.454	-0.0152	0.1544
Si	-0.1404	0.017	0.3576
Si	-0.3518	0.3495	-0.3044
Si	0.1757	-0.5779	-0.1869
Si	-0.5189	0.2277	-0.3134
Si	-0.2317	0.5371	0.1615
Si	0.3916	-0.6876	-0.2379
Si	0.8814	0.2844	0.1644
Si	0.6564	-0.3413	0.4712
Si	0.3039	0.1972	0.2446
Si	-0.0179	-0.0546	0.0912
Si	-0.1773	0.0367	0.2966
Si	-0.6304	-0.4782	0.0694
Si	0.0716	-0.5992	0.3866
Si	-0.0561	0.2356	0.4127
Si	-0.0773	-0.0674	0.0741
Si	-0.0674	0.0714	-0.1597
Si	-0.1437	0.0369	0.1471
Si	0.1369	0.0997	0.2202
Si	0.0169	-0.2084	0.3932
Si	0.0211	0.1006	0.3103
Si	0.2455	0.0811	0.6361
Si	-0.1376	-0.0395	0.5351
Si	0.2237	0.0453	0.3986
Si	0.0506	0.0875	0.121
Si	-0.167	-0.0452	0.1218
Si	0.0177	-0.1924	-0.1926
Si	0.0828	-0.1235	-0.2471
Si	0.2376	0.1098	-0.1893
Si	-0.1237	-0.1928	-0.3606
Si	-0.1454	-0.0678	0.1529
Si	0.0157	0.2163	-0.6183
Si	0.0702	0.0811	-0.4392
Si	-0.0168	0.0663	-0.1855
O	0.1987	0.112	-0.0724
O	-0.1405	0.1167	0.4117
O	-0.0325	-0.1327	0.1984
O	0.1172	0.1334	0.2834
O	0.0058	0.214	0.2471
O	-0.1147	-0.0188	0.4105
O	0.0322	-0.0951	0.2044
O	0.1293	-0.0906	0.095
O	0.1943	0.1655	0.1165
O	0.1256	-0.0065	0.8826
O	0.1406	-0.2734	0.6245
O	0.0385	0.1286	0.4179
O	-0.2568	0.0331	0.5752
O	-0.0977	0.0365	-0.1737
O	0.2977	-0.1843	0.2797
O	0.0798	0.067	0.7103
N	0.1063	0.0136	-0.4877
O	-0.0267	-0.1036	-0.2362
N	0.2684	0.0483	-0.4156
O	-0.1146	0.1748	0.1701
O	0.0591	0.1609	-0.129
O	-0.0382	-0.5378	0.0832
O	-0.0718	-0.1516	-0.1848
N	0.0783	0.0461	-0.404
O	0.4828	0.0074	-0.202
N	-0.251	0.6209	-0.0212
O	-0.0032	-0.16	-0.1141
O	-0.024	0.1033	0.0797
O	0.2019	-0.0391	-0.1371
O	-0.0925	0.1965	-0.3492
O	0.1433	-0.0908	-0.4337
O	0.1112	0.3441	-0.0474
O	-0.2022	-0.0329	-0.0033
N	-0.2498	0.0131	-0.0567
O	0.0881	-0.0719	0.0257
N	0.0018	0.757	-0.8142
O	-0.2708	-0.1939	0.1549
O	-0.1137	-0.1654	-0.3453
O	0.2258	0.2265	-0.197
O	-0.0569	0.1446	-0.0365
O	0.2904	0.094	0.1463
O	-0.0591	0.059	-0.1599
O	0.0264	0.2329	0.2278
O	-0.0198	0.3745	-0.1785
O	0.1363	0.1939	-0.0895
O	-0.1365	-0.1141	-0.3371
O	-0.0535	0.1003	0.0965
O	-0.0175	0.1114	-0.2409
O	-0.0472	-0.3746	-0.0449
O	-0.0642	-0.2549	0.0753
O	0.1034	-0.1556	-0.0775
O	-0.0739	0.0494	0.0369
O	-0.1336	-0.3012	0.1078
O	-0.2989	-0.089	0.0645
O	-0.0126	0.0063	0.0015
O	-0.2548	-0.0981	0.1611
O	-0.0549	-0.1432	-0.0456
O	-0.2047	0.0092	0.4802
O	-0.1863	-0.1024	0.007
O	0.4093	-0.1059	0.0569
O	0.4455	-0.1479	-0.3157
